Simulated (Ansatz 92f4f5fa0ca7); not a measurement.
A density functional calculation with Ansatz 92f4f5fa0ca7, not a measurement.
Periodic cell of 208 atoms, Si128O80, from a study of silicon, its oxide and their interface. The atomic structure is a simulated model.
Doubt: the cutoff is far below the 930 eV that the study's wrapper takes by default for these files, so forces and energies are approximate.

Settings
functional: PBE
potential files: Ansatz PAW
basis: plane waves
wave-function cutoff: 580 eV
density cutoff ratio: 5
exchange-correlation grid ratio: 1
k mesh: 1 x 1 x 1, Gamma-centred
self-consistency stop: 5e-08 eV per atom in the density residual
occupations: fixed
spin: none
net charge: 0

Cell vectors (angstrom)
a 10.938 0 0
b 0 10.938 0
c 4.264 -0.7319 31.3259

Atoms and the computed forces on them: element, x, y, z (angstrom), force x, y, z (eV/angstrom)
Si 5.3798 -1.8502 23.8506 -0.0975 0.0536 -0.3225
Si 8.0291 0.8873 23.9253 -0.0224 -0.0228 -0.2126
Si 5.9118 3.1331 23.8036 0.1164 -0.0732 -0.3227
Si 8.6465 -5.152 23.7778 0.0309 -0.0174 -0.2422
Si 0.4284 -2.341 23.7924 0.0585 -0.1559 -0.328
Si 3.2076 0.3762 23.8418 0.1187 -0.0928 -0.3332
Si 10.8736 3.5834 23.7201 -0.0502 0.0794 -0.2784
Si 2.6415 -4.5282 23.8651 -0.0649 0.083 -0.3173
Si 6.9129 -0.6995 25.252 0.1043 -0.0157 -0.2284
Si 9.7225 2.0348 25.1298 -0.0535 -0.0307 -0.1665
Si 7.0566 -6.2435 25.1663 -0.0211 0.0576 -0.1629
Si 9.7604 -3.5019 25.122 -0.0407 0.0181 -0.1946
Si 1.5634 -0.7499 25.1399 0.0197 0.0099 -0.1301
Si 4.3154 1.9886 25.1711 -0.0385 0.072 -0.2246
Si 12.4291 4.7529 25.1268 0.0177 -0.0241 -0.2127
Si 4.2311 -3.4203 25.2036 0.0271 -0.0152 -0.16
Si 5.6072 0.6573 26.6078 -0.0451 -0.0135 0.0788
Si 8.3871 3.3588 26.5636 0.0125 -0.0135 0.0662
Si 5.6418 -4.8381 26.4992 0.0063 -0.0185 0.0323
Si 8.365 -2.1074 26.5009 0.0419 -0.0181 0.0224
Si 11.1017 0.6383 26.4846 0.0044 -0.0124 0.0653
Si 13.8308 3.3761 26.4888 -0.0077 -0.0063 0.0548
Si 11.0956 6.0984 26.5499 -0.0097 0.0084 -0.0002
Si 2.8847 -2.0829 26.5747 0.0086 0.0239 0.0786
Si 4.264 -0.7319 27.9076 -0.2191 0.0685 0.4453
Si 6.9985 2.0026 27.9076 0.1577 0.0723 0.3234
Si 4.264 -6.2009 27.9076 0.0103 0 -0.3516
Si 6.9985 -3.4664 27.9076 0.045 -0.061 -0.2659
Si 9.733 -0.7319 27.9076 0.0408 -0.0128 -0.3805
Si 12.4675 2.0026 27.9076 0.0083 -0.0009 -0.3749
Si 9.733 4.7371 27.9076 0.0077 0.0213 0.2149
Si 12.4675 -3.4664 27.9076 -0.0612 -0.0407 0.1446
Si 1.3673 -1.3673 3.418 0.0297 -0.057 -0.1778
Si 4.1018 1.3673 3.418 -0.0469 -0.0704 -0.2476
Si 1.3673 4.1018 3.418 -0.1778 -0.0701 0.2045
Si 4.1018 -4.1018 3.418 -0.0372 0.0305 0.0858
Si 6.8362 -1.3673 3.418 0.0736 0.0793 0.1509
Si -1.3673 1.3673 3.418 -0.0232 0.0994 0.2303
Si 6.8362 4.1018 3.418 0.2747 0.044 -0.0615
Si -1.3673 -4.1018 3.418 -0.0864 -0.1289 -0.092
Si 2.7018 0.0264 4.7666 0.0219 0.0277 -0.069
Si 5.4972 2.7096 4.7434 -0.0491 -0.0241 -0.1967
Si 2.72 5.4724 4.7906 -0.0002 0.0243 -0.0736
Si 5.476 -2.7355 4.7915 -0.0037 -0.0074 -0.055
Si -2.7255 0.0058 4.8164 -0.0256 -0.0464 -0.0591
Si -0.0213 2.7418 4.8389 -0.0003 0.0362 -0.0084
Si 8.2352 5.4493 4.8152 -0.0157 0.055 0.0061
Si 0.0061 -2.7527 4.7591 0.0054 -0.0285 -0.129
Si 1.3124 1.342 6.1945 0.0386 -0.0889 0.164
Si 4.086 4.0369 6.049 0.0441 0.0447 0.1062
Si 1.3431 -4.1084 6.1642 0.0414 0.0414 0.0956
Si 4.103 -1.3267 6.0908 0.0031 0.0702 0.1022
Si -4.0733 1.418 6.1695 0.0346 0.0499 0.1065
Si -1.3176 4.1248 6.2971 -0.0196 0.0319 0.0625
Si 6.8231 -4.1173 6.161 0.0502 -0.0901 0.1646
Si -1.3378 -1.3997 6.1296 -0.0045 -0.021 0.0967
Si 0.2152 -0.3173 7.5368 0.0203 0.0039 0.4094
Si 2.9635 2.4929 7.4169 -0.054 -0.0135 0.5368
Si -0.1516 -5.1947 7.6765 0.0273 0.0398 0.4946
Si 2.4972 -2.4602 7.3665 -0.0537 0.1026 0.3952
Si 5.2104 0.2995 7.3966 -0.0344 -0.1409 0.5646
Si -3.014 3.0526 7.5577 -0.0412 0.006 0.4935
Si 5.6144 5.1748 7.3874 0.0678 0.0152 0.3937
Si -2.4401 -3.0122 7.4276 -0.1837 0.0833 0.3606
Si 5.6312 -2.0991 29.2749 -0.021 0.0334 -0.0312
Si 8.3657 0.6354 29.2749 -0.0514 0.0351 -0.0169
Si 5.6312 -7.5681 29.2749 0.0537 -0.022 -0.0061
Si 8.3657 -4.8336 29.2749 0.0254 -0.0227 -0.0153
Si 11.1002 -2.0991 29.2749 0.0145 -0.0451 -0.0138
Si 13.8347 0.6354 29.2749 0.0363 -0.0716 0.013
Si 11.1002 3.3699 29.2749 -0.0216 0.0498 -0.0258
Si 2.8967 -4.8336 29.2749 -0.0265 0.0375 -0.0276
Si 6.9985 -0.7319 30.6421 0.0399 -0.0295 -0.0082
Si 9.733 2.0026 30.6421 0.0261 -0.0365 -0.0143
Si 6.9985 -6.2009 30.6421 -0.0122 0.0483 -0.023
Si 9.733 -3.4664 30.6421 -0.045 0.0249 -0.0285
Si 12.4675 -0.7319 30.6421 -0.031 0.0395 -0.0192
Si 4.264 2.0026 30.6421 -0.0419 0.0197 -0.023
Si 1.5295 -6.2009 30.6421 0.0248 -0.041 -0.0075
Si 4.264 -3.4664 30.6421 0.024 -0.0153 -0.0141
Si 1.3673 1.3673 0.6835 -0.007 0.0132 0.0143
Si 4.1018 4.1018 0.6835 -0.0297 -0.0025 0.0105
Si 1.3673 -4.1018 0.6835 0.0199 -0.0139 0.0351
Si 4.1018 -1.3673 0.6835 0.0388 -0.044 0.0181
Si 6.8362 1.3673 0.6835 0.0023 -0.0146 0.0344
Si -1.3673 4.1018 0.6835 0.041 -0.012 0.0242
Si 6.8362 -4.1018 0.6835 -0.0288 0.0436 0.0052
Si 9.5708 -1.3673 0.6835 -0.0196 0.0188 0.0101
Si 0 0 2.0507 0.0244 -0.0401 0.025
Si 2.7345 2.7345 2.0507 0.0622 -0.0157 0.0243
Si 0 -5.469 2.0507 -0.0635 -0.0067 0.0041
Si 2.7345 -2.7345 2.0507 0.0056 0.0572 -0.0045
Si 5.469 0 2.0507 -0.0901 -0.0106 0.0025
Si 8.2035 2.7345 2.0507 -0.0296 0.0253 -0.0065
Si 5.469 5.469 2.0507 0.0414 0.0203 0.0314
Si 8.2035 -2.7345 2.0507 0.021 -0.0325 0.0268
Si 2.6043 -3.7022 11.9485 -0.1789 0.2074 0.2799
Si 7.3106 -3.9707 12.6889 0.0223 -0.0923 0.1604
Si 6.2601 3.2258 16.4981 0.0508 0.0399 0.011
Si 3.7544 0.9542 12.1946 -0.132 -0.0136 0.0446
Si 8.1183 2.1861 10.5788 -0.2005 -0.03 0.4887
Si 8.922 -2.1098 16.9535 0.047 0.0143 -0.1271
Si 3.0419 -2.1721 18.985 0.0001 0.0447 -0.0319
Si 1.4496 -1.0386 12.4822 0.07 0.0452 0.0523
Si 8.7251 3.0215 17.9202 0.0596 -0.0159 -0.015
Si 2.1294 2.7923 10.3998 0.0612 -0.1766 0.4701
Si 4.0947 4.6163 21.6672 0.0335 0.1168 -0.136
Si 4.3042 -3.9473 9.4906 -0.1208 -0.034 0.2191
Si 9.6628 -5.1089 17.4413 0.0073 -0.036 -0.0831
Si 0.6105 5.2981 10.8299 -0.0156 -0.0071 0.5394
Si -1.9797 4.3969 12.4765 -0.0675 0.0008 0.0854
Si 1.5946 -4.2259 17.33 0.0053 0.1617 -0.0044
Si 11.7115 -1.9634 15.4325 0.0837 -0.007 -0.0602
Si 6.7365 -1.8848 14.7273 0.0246 -0.04 0.0104
Si 7.2219 -3.3069 21.6313 -0.1254 -0.0482 -0.0985
Si 5.975 0.0187 10.4184 -0.0693 0.1555 0.406
Si 5.3294 0.7508 14.7619 -0.0916 -0.0394 -0.077
Si 7.0656 -2.5497 10.1142 0.0062 -0.0144 0.4907
Si 3.117 -0.3647 16.74 -0.0119 -0.0283 0.0271
Si 9.7771 0.228 18.8757 0.0833 -0.0126 -0.2987
Si 1.9254 2.3021 21.6081 -0.0286 -0.072 -0.0915
Si 8.8489 4.0088 15.3395 0.1037 0.0297 -0.2295
Si 9.3846 -1.0545 21.7171 0.0515 0.1131 0.0042
Si 4.4182 -5.4232 16.8801 0.0818 0.1769 -0.0425
Si 1.815 0.4831 19.0718 0.0476 -0.2852 -0.1933
Si -0.2489 0.6004 10.4968 0.2068 0.036 0.5021
Si 5.1487 -4.2697 19.5918 -0.2399 0.2279 -0.2863
Si 4.6988 -3.9593 14.1078 -0.057 -0.0671 0.0474
O 0.8354 -1.7504 13.8153 -0.0602 -0.0255 0.0063
O 1.4133 -1.3693 8.0135 0.0192 -0.0809 -0.5343
O 1.542 -3.4464 23.2 0.0291 -0.0559 0.6843
O 4.7543 -5.3003 8.7208 0.055 -0.0148 -0.2717
O 9.7638 4.7008 23.1478 -0.0506 0.0381 0.5886
O -2.4506 2.5312 9.0299 0.0074 0.1733 -0.6136
O 2.5727 1.126 22.523 0.0032 -0.0511 0.1488
O 6.9878 1.9898 23.2015 0.0053 0.0123 0.6868
O 2.8267 0.8496 17.8224 -0.0423 -0.0256 0.0196
O 4.7042 -4.9826 15.3517 -0.0057 -0.0217 0.019
O 9.0634 4.5884 18.3691 -0.0358 -0.0059 0.0306
O 4.295 -0.7407 23.2098 -0.0468 0.043 0.6658
O 7.8726 -4.5598 22.4448 0.0641 -0.04 0.1964
O 0.2225 -0.5906 11.5094 -0.1167 0.0555 -0.2126
O 5.7538 -4.4102 12.9416 0.0778 0.062 -0.0551
O 2.4116 0.2466 12.8107 0.0131 0.0308 -0.0523
O -0.5109 0.1059 8.9676 0.057 -0.148 -0.5605
O 3.4531 -5.1321 22.569 -0.0319 0.0116 0.1958
O 11.317 0.1727 18.364 -0.0371 0.064 0.0638
O 4.6079 -5.646 20.2762 -0.0892 -0.2211 0.3225
O 2.4167 -0.8861 19.7925 -0.048 0.1004 0.0017
O 8.3869 -2.2459 21.2633 -0.0214 -0.0178 -0.0201
O 4.8796 3.9594 16.9373 -0.0141 -0.0745 0.0016
O 6.9506 -1.1649 10.9705 0.0515 -0.1329 -0.1614
O 9.0636 -3.5911 17.6793 -0.0502 0.013 0.0509
O 6.5807 -3.8555 20.2327 0.2464 0.1017 0.3046
O 6.0782 -2.5873 22.5497 -0.0347 0.0332 0.1362
O 5.8145 -0.2605 8.8258 -0.0851 0.0033 -0.4905
O 4.5656 -0.0822 11.2303 0.1725 -0.0616 -0.1928
O 1.6067 1.6751 20.1389 -0.0135 0.1864 0.3394
O 1.7014 -0.7946 16.0679 -0.0304 0.0246 0.0369
O 8.0113 -2.3027 8.8344 0.1127 -0.0332 -0.4058
O 2.8389 -5.2602 17.2044 -0.0395 -0.098 -0.0123
O 12.2946 -3.4232 15.9175 -0.0192 -0.0083 -0.0199
O 4.061 1.3646 7.9346 0.0358 0.0301 -0.4815
O 7.9705 3.4795 11.5651 0.0254 -0.0913 -0.1611
O 9.4443 -5.4903 15.8559 0.0026 0.0087 0.0229
O 4.1259 -3.0062 19.8589 0.1085 -0.1315 0.0598
O 3.1982 -3.9204 13.4639 0.037 -0.0029 -0.0937
O 8.9039 -0.8617 18.0206 -0.0079 0.021 0.0781
O 3.6842 -4.3505 10.9317 0.2058 -0.0354 -0.3283
O 8.2388 -5.2255 13.0902 0.0072 -0.0072 0.003
O 5.5878 -2.9847 9.6217 -0.0585 0.008 -0.1324
O -1.3803 -4.143 7.9943 0.0055 0.0465 -0.3597
O -1.6232 1.2163 11.1181 0.0299 -0.0056 -0.1191
O 10.7181 -1.6745 22.4239 0.0075 0.0017 0.2525
O 6.6692 1.4582 10.691 -0.0262 0.0438 -0.1363
O 10.159 -1.861 15.9102 -0.0661 0.0011 0.062
O 5.2255 -2.5326 14.7151 0.041 0.0116 -0.0279
O 7.4974 -2.046 16.1581 0.0067 -0.025 0.0815
O -1.5435 3.6068 13.851 -0.0591 0.0447 0.0104
O 5.3286 3.8891 22.45 0.0136 -0.0656 0.2504
O 11.5236 2.8857 22.3527 -0.0458 0.0358 0.2422
O 6.7593 4.15 8.0202 0.035 -0.0499 -0.5228
O 0.9038 1.7371 10.453 -0.0149 -0.0043 -0.1182
O 7.6478 -2.6636 13.6095 -0.0554 0.0356 -0.0379
O 2.4072 -2.1048 11.7075 0.05 -0.1117 -0.0586
O 1.127 -4.3428 11.6775 -0.0216 -0.0575 -0.1951
O 3.1383 -3.1492 8.7032 0.0269 -0.0561 -0.1804
O 9.8055 -0.1992 20.4268 0.0012 -0.0572 0.2725
O 2.452 3.1468 8.8481 0.1303 -0.0154 -0.5376
O 3.7454 -1.6186 17.604 0.0158 0.0359 -0.0476
O 7.0951 2.8964 17.8664 -0.0313 -0.0044 0.0207
O 2.9608 3.5143 21.3439 0.0076 -0.0076 -0.0036
O 6.5112 -0.3099 14.3725 0.0091 0.0255 -0.0087
O 4.7081 1.4364 13.421 0.0631 0.0169 0.0291
O 5.2765 -4.5481 17.9792 0.0431 -0.0078 0.1395
O 7.6513 -3.686 11.1231 -0.0617 0.0895 -0.2207
O 7.2077 4.1161 15.4843 -0.0217 -0.0003 -0.0015
O 5.9588 1.8551 15.7277 0.0211 -0.0286 0.0369
O 3.3841 2.2354 11.2702 -0.0549 0.0647 -0.1894
O 11.251 -5.1065 17.7615 -0.014 -0.0543 0.015
O 9.3424 2.8406 16.3943 -0.0724 0.0616 0.0395
O 0.4548 -5.4693 9.2141 -0.174 0.058 -0.7655
O 4.1289 0.0322 15.5706 0.0284 0.0268 -0.0011
O 9.2568 1.7834 18.821 0.0192 -0.0548 0.0909
O -0.7795 4.8308 11.5014 0.0652 0.0045 -0.171
O 8.6502 -0.0214 22.7207 0.0198 0.0419 0.0258
O 1.821 -3.1652 18.554 -0.018 -0.0367 0.0007
O 1.7173 4.1605 11.1462 0.032 0.0023 -0.1549

Results
free energy: -126872.375 eV
free energy less fixed offsets of O -568.88, Si -635.61 eV per atom: -3.895 eV

The program warned: the cutoff lies below the one the program advises for these potential files; the exchange-correlation potential is rough where the density is thin.
